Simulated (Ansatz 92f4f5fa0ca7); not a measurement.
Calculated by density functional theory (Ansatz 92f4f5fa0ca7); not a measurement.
Periodic cell of 223 atoms, Si131O90As2, from a study of silicon, its oxide and their interface. The atomic structure is a simulated model.

Settings
functional: PBE
potential files: Ansatz PAW
basis: plane waves
wave-function cutoff: 700 eV
density cutoff ratio: 5
exchange-correlation grid ratio: 1
k mesh: 2 x 2 x 1, shifted by 0.5 0.5 0.5 of a step
self-consistency stop: 5e-08 eV per atom in the density residual
occupations: fixed
spin: none
net charge: 0

Cell vectors (angstrom)
a  10.938  0  0
b  0  10.938  0
c  0  0  32.1988

Atoms and the computed forces on them: element, x, y, z (angstrom), force x, y, z (eV/angstrom)
Si  10.5971  0.2265  24.8762  -0.0184  0.0117  -0.0388
Si  5.7483  10.6813  24.7554  0.0216  -0.0077  -0.0419
Si  2.4866  2.9176  24.6493  -0.0137  0.0115  -0.0383
Si  8.4352  2.4631  24.8388  0.0145  -0.0138  -0.0364
Si  0.2851  5.1709  24.7638  0.0083  -0.019  -0.0391
Si  5.1672  5.7495  24.7009  -0.0108  0.016  -0.0414
Si  2.9466  8.0037  24.6138  0.0138  -0.0144  -0.0434
Si  7.9497  8.4402  24.7433  -0.006  0.0187  -0.0366
Si  1.3374  1.3857  26.0465  -0.004  0.0069  0.0047
Si  6.8549  1.3103  26.1304  0.0016  -0.0092  -0.0045
Si  4.0537  4.1054  25.993  0.0033  0.0016  0.0101
Si  9.6132  4.0657  26.0898  0.0031  -0.0061  0.0038
Si  1.4066  6.8275  26.0093  0.0031  0.0046  0.012
Si  6.7781  6.8548  26.0349  0.003  0.0068  0.0136
Si  4.1077  9.5384  26.004  0  -0.0031  0.0123
Si  9.4744  9.5718  26.1565  -0.0095  -0.0005  -0.0049
Si  2.7332  -0.0085  27.3539  0.0021  -0.0005  0.0069
Si  8.1661  -0.0198  27.5621  0.0005  0.0001  -0.0143
Si  0.0123  2.7216  27.4913  0.0033  -0.001  -0.0124
Si  5.4466  2.7443  27.3701  -0.0093  0.0101  0.0019
Si  2.7342  5.4649  27.431  0.0009  -0.0011  -0.012
Si  8.1915  5.4728  27.3654  -0.0002  0.0026  -0.0017
Si  0.0015  8.182  27.3793  0.0054  -0.0095  -0.0004
Si  5.4404  8.2005  27.4487  0.0075  0.0036  -0.0084
Si  4.0854  1.3677  28.7476  -0.003  -0.0041  -0.0165
Si  9.5775  1.3593  28.8451  0.0031  0.0058  -0.0168
Si  1.3694  4.1137  28.8129  0.0037  0.004  -0.0102
Si  6.8306  4.102  28.7495  -0.0002  -0.0031  -0.0167
Si  4.0955  6.8213  28.8028  -0.0007  0.0017  -0.0055
Si  9.5626  6.829  28.7578  -0.0025  -0.0038  -0.0142
Si  1.3722  9.5621  28.7459  -0.0001  -0.0014  -0.0178
Si  6.7854  9.5471  28.8511  -0.0062  -0.0054  -0.0062
Si  0.0189  -0.0201  30.1559  0.0067  -0.0066  0.0003
Si  5.4426  0.0184  30.1603  -0.0115  0.0109  -0.0053
Si  2.7381  2.7325  30.147  0.0134  -0.0119  0.0041
Si  8.1928  2.7451  30.1517  -0.0104  0.0115  -0.0041
Si  -0.0101  5.476  30.1518  -0.0119  0.0089  -0.0036
Si  5.4754  5.4618  30.1476  0.0118  -0.0073  0.0021
Si  2.7282  8.2047  30.1434  -0.0063  0.0109  0.0002
Si  8.2055  8.1943  30.1542  0.0174  -0.0164  -0.007
Si  1.3673  1.3673  31.515  0.0881  -0.0345  0.0334
Si  6.8362  1.3673  31.515  -0.0441  0.0847  0.0165
Si  4.1018  4.1018  31.515  0.0441  -0.0785  0.0146
Si  9.5708  4.1018  31.515  -0.0733  0.0768  0.0356
Si  1.3673  6.8362  31.515  -0.0357  0.079  -0.0049
Si  6.8362  6.8362  31.515  0.0454  -0.0777  0.0616
Si  4.1018  9.5708  31.515  -0.1771  0.0049  0.0449
Si  9.5708  9.5708  31.515  0.0321  -0.1289  0.0307
Si  2.7345  0  0.6835  0.0352  -0.0003  0.0436
Si  8.2035  0  0.6835  0.0186  0.17  -0.0241
Si  0  2.7345  0.6835  -0.0592  -0.0558  0.097
Si  5.469  2.7345  0.6835  0.0944  -0.0189  0.0073
Si  2.7345  5.469  0.6835  -0.0639  0.0292  -0.228
Si  8.2035  5.469  0.6835  0.0675  -0.1444  0.1031
Si  0  8.2035  0.6835  -0.1793  -0.0411  -0.1616
Si  5.469  8.2035  0.6835  0.0772  0.0512  -0.0598
Si  4.1164  1.3652  2.0511  0.0032  -0.0161  0.0068
Si  9.5635  1.3712  2.0784  -0.0203  0.0066  -0.0137
Si  1.364  4.1195  2.0411  -0.0069  0.0009  0.006
Si  6.8624  4.0688  2.0644  0.0221  0.0015  -0.0065
Si  4.1176  6.8132  2.0258  -0.0051  0.0025  0.0091
Si  9.5701  6.8371  2.0518  0.0047  -0.0126  0.0082
Si  1.3338  9.5812  2.0234  0  -0.0057  0.0024
Si  6.8269  9.5976  2.0442  -0.0124  0.0086  -0.0025
Si  -0.0082  -0.0105  3.4306  -0.0108  -0.0094  0.007
Si  5.4791  0.014  3.4548  0.0339  0.0144  0.0284
Si  2.7648  2.7727  3.3742  0.0208  0.0229  0.0186
Si  8.1932  2.7016  3.5068  0.0087  -0.0045  0.0092
Si  -0.0095  5.4633  3.4315  0.006  0.0122  0.0234
Si  5.4891  5.4464  3.3927  -0.0173  -0.0232  0.0041
Si  2.6954  8.1721  3.3142  0.0121  0.0172  0.0128
Si  8.2014  8.2371  3.3819  -0.0001  0.0059  0.0147
Si  1.366  1.4434  4.6954  0.0072  0.0018  0.0035
Si  6.8791  1.2797  4.9458  -0.0307  0.0069  -0.0167
Si  4.2045  4.038  4.7874  -0.0107  -0.0151  0.01
Si  9.5255  4.1669  4.8392  0.0287  -0.0179  -0.0157
Si  1.4442  6.7989  4.7506  -0.0067  -0.0121  0.0065
Si  6.7704  6.9166  4.7033  0.0331  -0.0206  0.015
Si  3.9782  9.5718  4.6535  -0.0288  -0.0197  -0.0052
Si  9.582  9.5119  4.8103  -0.0311  0.0147  0.0362
Si  2.7646  0.0984  6.0338  0.0335  -0.0189  0.0048
Si  8.2115  -0.1786  6.321  -0.0158  0.0035  -0.0982
Si  -0.0159  2.7433  6.1273  0.0312  -0.0027  0.025
Si  5.5536  2.7193  6.3032  -0.0201  0.0097  -0.0018
Si  2.8243  5.4215  6.1088  0.0036  0.0418  0.0064
Si  8.1626  5.665  6.1345  -0.0017  -0.0212  -0.0056
Si  0.1191  8.1613  6.1165  -0.0059  0.038  -0.0266
As  5.3765  8.3252  6.0942  0.1067  0.077  -0.0082
Si  3.9524  1.4802  7.5856  -0.0208  0.0192  0.015
Si  9.8032  1.1331  7.4561  0.0447  0.0191  0.0481
Si  1.7269  3.7612  7.3607  0.0069  -0.0179  -0.0055
Si  6.669  4.4811  7.4976  -0.0208  0.0155  0.036
Si  4.3332  6.6399  7.4669  0.0031  -0.0184  0.0339
Si  9.6398  6.9221  7.5108  -0.0255  -0.0256  0.044
Si  1.1564  9.9413  7.2912  -0.0006  0.0145  0.052
As  7.4988  8.8478  7.9126  -0.0926  0.0618  0.2268
O  9.1383  8.1891  8.4609  0.0016  0.001  0.0021
O  2.7808  2.6018  7.834  0.0059  -0.0209  0.0335
O  9.5319  1.3513  24.2782  -0.0029  -0.0015  -0.0172
O  4.063  6.8633  24.138  -0.0021  0.0048  -0.0156
O  0.0457  0.0624  7.9257  -0.0115  -0.0098  0.0059
O  5.5153  5.5974  7.9693  0.001  -0.0195  0.0235
O  6.8565  9.5703  24.2089  -0.002  -0.0001  -0.0162
O  1.3754  4.06  24.176  0.0008  -0.0064  -0.0161
O  3.8079  7.4251  8.8381  -0.0238  0.0051  -0.0052
O  1.3754  4.3883  8.8294  -0.0278  0.0339  0.005
O  10.0821  5.7239  8.5687  0.0007  0.0332  -0.0162
O  2.0781  9.444  8.5513  -0.0212  -0.0265  -0.0013
O  7.4692  3.9768  8.8543  0.0036  -0.0236  -0.0011
O  4.3278  0.8798  9.0935  -0.0018  0.0157  -0.0156
O  7.0555  9.6769  9.44  0.0273  -0.1174  -0.0532
O  9.1956  1.9021  8.7856  -0.0123  -0.0068  -0.012
O  7.7136  3.1438  23.5349  -0.0091  0.001  0.0023
O  10.5153  5.8547  23.4555  0.0046  0.0114  0.0056
O  5.1066  0.4455  23.4209  -0.0012  0.0071  0.0075
O  5.8793  5.0975  23.37  -0.0041  -0.0114  0.0095
O  3.1107  2.2061  23.2863  0.015  0.0068  0.0106
O  2.311  8.7129  23.247  -0.0098  -0.0098  0.0157
O  8.6354  7.7629  23.4059  0.009  0.001  0.0098
O  0.2459  10.3365  23.6042  0.0074  -0.0017  0.0051
Si  4.4029  1.5756  22.4873  0.0024  0.0028  -0.001
Si  3.5685  7.9312  14.1013  -0.0005  -0.001  -0.0019
Si  7.1919  0.9631  14.707  0.0078  -0.0041  -0.001
Si  0.967  9.3572  22.543  -0.0047  0.003  -0.0007
Si  1.2478  4.3083  11.9707  0.0022  0.005  0.0038
Si  6.3475  8.9717  15.3693  0.0032  0.0003  -0.002
Si  0.7317  1.3592  12.3909  0.003  -0.0003  -0.0041
Si  8.6591  4.9445  20.5461  0.0003  0.0008  0.0001
Si  0.5219  5.619  9.4252  0.0222  0.0061  0.0054
Si  5.165  3.1159  17.9743  -0.0021  -0.0001  -0.0035
Si  0.9477  3.7381  16.8072  0.0006  0.0038  0.0025
Si  10.4573  2.8555  19.2794  0.0038  0.0009  0.0065
Si  5.3179  1.1763  10.3876  0.0117  -0.0026  -0.0054
Si  0.9394  0.1838  19.8879  0.0024  0.0074  0.006
Si  6.7514  9.4903  11.0347  0.0233  0.0024  -0.0802
Si  9.3894  9.6709  18.4022  0.0045  -0.0005  -0.0024
Si  9.5022  9.2355  12.6959  -0.0012  -0.0003  -0.003
Si  6.5837  3.846  22.6028  0.0011  -0.0036  -0.001
Si  2.4358  8.129  9.4108  0.0045  -0.0091  -0.0091
Si  10.6578  7.3599  17.1694  -0.0046  0.0065  -0.0014
Si  2.5695  6.2991  16.6464  0.0007  0.0015  -0.0044
Si  10.2394  4.4783  14.2524  0  0.0042  0.0039
Si  6.1964  9.1817  18.5672  0.0033  -0.0041  -0.0067
Si  7.9741  2.6124  9.6005  -0.0086  -0.0001  -0.0023
Si  8.9342  2.1577  12.4714  0.0001  -0.0025  -0.0047
Si  5.4074  6.2391  18.1123  0.0034  0.0025  0.0033
Si  3.9669  0.5523  19.4921  -0.0082  0.0034  0.0092
Si  4.3354  3.8457  12.0895  -0.0045  0.0056  0.005
Si  5.6229  6.6009  12.2068  0.0023  0.003  0.0019
Si  8.0777  2.5039  17.2538  0.0037  -0.0022  -0.0015
Si  4.428  2.4752  15.0061  -0.0028  0.0051  0.0007
Si  1.6093  1.2018  15.3457  0.0016  -0.0038  0.0027
Si  1.6623  9.426  12.1022  0.0051  -0.0025  0.0014
Si  8.1414  6.842  13.9324  -0.0008  -0.0041  -0.0004
Si  10.4779  9.8339  15.5943  0.0001  -0.0003  -0.0033
Si  9.8255  7.0253  22.566  0.0022  0.0012  -0.0036
Si  8.1671  5.4784  17.4445  -0.0011  -0.0054  0.002
O  6.1115  7.978  11.3744  -0.0002  0.0084  0.0147
O  6.1052  9.2098  16.9486  0.0098  -0.0039  0.0085
O  7.7334  1.3963  13.237  0.0148  0.0045  0.0064
O  0.8954  1.7037  13.9764  0.0103  -0.0145  -0.0078
O  9.5089  6.2379  16.9551  -0.0014  0.001  -0.0042
O  6.8664  6.1982  13.1702  0.0202  0.0227  0.0063
O  5.2046  4.6509  18.647  0.0004  -0.0036  -0.0144
O  9.2908  2.1694  18.316  -0.0036  0.0268  -0.003
O  2.4099  0.0977  19.1009  0.0115  0.0069  0.0099
O  9.4747  10.2265  16.8457  0.0188  -0.016  0.0118
O  2.8514  4.4756  11.7884  -0.0048  -0.0045  0.0107
O  5.1101  10.3138  19.1437  -0.0037  0.0009  -0.0083
O  9.4952  3.264  13.4954  0.0102  0.0027  -0.0096
O  0.5134  1.7725  20.0048  -0.0006  0.0148  -0.0121
O  3.2128  1.3664  15.0909  -0.0022  0.0194  0.0008
O  8.201  5.3521  19.0551  0.0106  -0.0087  -0.0081
O  3.9561  6.5912  17.4524  -0.0102  -0.0036  -0.0054
O  4.6309  3.2873  16.4225  0.0104  -0.0197  0.0113
O  9.1205  5.6447  14.4119  -0.0002  -0.0051  -0.004
O  5.4565  2.7693  22.1503  -0.0017  -0.004  0.0169
O  10.7222  4.0834  15.742  0.0151  -0.0026  0.0025
O  0.4014  3.8795  18.3403  -0.0097  -0.0175  -0.0123
O  10.4695  10.5197  19.2879  0.0011  -0.0084  -0.0051
O  9.7666  10.0369  14.1305  0.0202  -0.0253  0.0073
O  10.9211  8.1347  22.0995  0.0007  0.0039  0.019
O  1.2952  2.1593  16.6206  -0.0019  0.0077  -0.0216
O  9.7771  3.7513  20.4681  -0.0138  0.0102  -0.0259
O  8.1797  4.0315  16.7097  0.0023  -0.0124  0.0272
O  0.0505  9.1108  11.9848  0.0134  0.0036  0.0096
O  6.6456  2.4032  18.0343  0.0051  0.0116  -0.0168
O  5.6418  10.7351  11.2734  -0.0007  0.0132  -0.0058
O  7.8011  9.5915  18.9177  0.003  0.0065  -0.0075
O  10.0877  1.0363  12.0962  0.0011  0.0393  0.0187
O  1.2431  7.0536  9.2279  0.0132  -0.0152  0.0221
O  0.6962  4.7831  13.4373  -0.0061  -0.0192  -0.0065
O  5.7708  7.6173  19.0291  -0.0089  0.0026  -0.0118
O  5.3068  5.0921  11.5702  -0.008  -0.0097  -0.0134
O  2.7747  7.0085  15.1932  0.0102  0.0047  0.0045
O  1.0162  2.7357  11.5843  -0.0064  -0.0007  0.0141
O  0.9637  10.6684  15.6814  -0.0211  0.0028  -0.0069
O  2.5174  8.6449  10.9472  -0.0157  -0.0014  -0.0078
O  4.7141  2.4376  11.2886  0.0184  0.0023  0.0005
O  4.3367  3.4982  13.7155  0.0016  -0.0166  -0.0067
O  2.2455  4.6951  16.5293  -0.0143  -0.0011  0.0046
O  10.7819  8.243  15.794  -0.0063  0.0188  0.0197
O  7.0163  10.2931  14.7156  -0.0093  0.0029  0.0076
O  2.432  8.9494  13.4768  0.0091  -0.0048  -0.0015
O  8.1166  1.5226  15.9445  -0.0203  0.0083  0.0011
O  4.2149  6.9762  12.9479  0.007  0.0158  0.0052
O  4.2367  2.0034  18.7514  0.0122  -0.0022  -0.0026
O  7.3187  4.4112  21.2834  0.0162  0.0016  0.0156
O  8.457  2.9344  11.1213  0.0028  -0.0219  -0.0058
O  1.2503  6.8654  17.4541  0.009  -0.0093  -0.009
O  5.7184  1.557  14.8307  0.0089  0.0148  0.0005
O  8.1855  9.7713  11.8369  -0.0303  -0.0089  -0.0109
O  9.222  6.2941  21.2532  -0.0008  -0.0144  0.0134
O  9.109  7.6888  12.9607  -0.0167  0.0111  0.0201
O  1.729  0.1331  11.97  -0.0185  0.0025  0.0185
O  6.7074  6.1557  17.0988  0.0004  0.0036  -0.0004
O  7.4684  7.8017  15.0859  -0.0005  0.0054  -0.0042
O  1.2767  10.3019  21.2613  -0.0124  -0.012  0.0006
O  10.0795  8.1902  18.4411  0.0019  0.0142  -0.0298
O  3.9744  0.8473  21.1032  0.0063  0.0072  -0.0094
O  0.3618  5.2781  10.995  0.0173  -0.0074  -0.026
O  6.7162  1.6031  9.6756  -0.0007  0.0255  0.0227
O  4.8544  8.7175  14.7437  0.0019  -0.0081  -0.0046

Results
free energy: -144192.150 eV
free energy less fixed offsets of As -4857.07, O -569.03, Si -635.61 eV per atom: -0.400 eV

The program warned: the cutoff lies below the one the program advises for these potential files; the exchange-correlation potential is rough where the density is thin.
